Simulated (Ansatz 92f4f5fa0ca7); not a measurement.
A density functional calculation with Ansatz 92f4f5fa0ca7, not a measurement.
Periodic cell of 351 atoms, Si241O110, from a study of silicon, its oxide and their interface. The atomic structure is a simulated model.
Doubt: the cutoff is far below the 930 eV that the study's wrapper takes by default for these files, so forces and energies are approximate.

Settings
functional: PBE
potential files: Ansatz PAW
basis: plane waves
wave-function cutoff: 580 eV
density cutoff ratio: 5
exchange-correlation grid ratio: 1
k mesh: 1 x 1 x 1, Gamma-centred
self-consistency stop: 5e-08 eV per atom in the density residual
occupations: fixed
spin: none
net charge: 0

Cell vectors (angstrom)
a	11.6015	0	0
b	0	13.3963	0
c	0	0	40.2148

Atoms: element, x, y, z (angstrom)
Si	0	2.2327	1.1851
Si	3.8672	2.2327	1.1851
Si	7.7343	2.2327	1.1851
Si	1.9336	5.5818	1.1851
Si	5.8008	5.5818	1.1851
Si	9.6679	5.5818	1.1851
Si	0	8.9308	1.1851
Si	3.8672	8.9308	1.1851
Si	7.7343	8.9308	1.1851
Si	1.9336	12.2799	1.1851
Si	5.8008	12.2799	1.1851
Si	9.6679	12.2799	1.1851
Si	1.9336	1.1164	1.9745
Si	5.8008	1.1164	1.9745
Si	9.6679	1.1164	1.9745
Si	0	4.4654	1.9745
Si	3.8672	4.4654	1.9745
Si	7.7343	4.4654	1.9745
Si	1.9336	7.8145	1.9745
Si	5.8008	7.8145	1.9745
Si	9.6679	7.8145	1.9745
Si	0	11.1635	1.9745
Si	3.8672	11.1635	1.9745
Si	7.7343	11.1635	1.9745
Si	1.9336	1.1164	4.3426
Si	5.8008	1.1164	4.3426
Si	9.6679	1.1164	4.3426
Si	0	4.4654	4.3426
Si	3.8672	4.4654	4.3426
Si	7.7343	4.4654	4.3426
Si	1.9336	7.8145	4.3426
Si	5.8008	7.8145	4.3426
Si	9.6679	7.8145	4.3426
Si	0	11.1635	4.3426
Si	3.8672	11.1635	4.3426
Si	7.7343	11.1635	4.3426
Si	0	0	35.8742
Si	3.8672	0	35.8742
Si	7.7343	0	35.8742
Si	1.9336	3.3491	35.8742
Si	5.8008	3.3491	35.8742
Si	9.6679	3.3491	35.8742
Si	0	6.6981	35.8742
Si	3.8672	6.6981	35.8742
Si	7.7343	6.6981	35.8742
Si	1.9336	10.0472	35.8742
Si	5.8008	10.0472	35.8742
Si	9.6679	10.0472	35.8742
Si	0	0	38.2424
Si	3.8672	0	38.2424
Si	7.7343	0	38.2424
Si	1.9336	3.3491	38.2424
Si	5.8008	3.3491	38.2424
Si	9.6679	3.3491	38.2424
Si	0	6.6981	38.2424
Si	3.8672	6.6981	38.2424
Si	7.7343	6.6981	38.2424
Si	1.9336	10.0472	38.2424
Si	5.8008	10.0472	38.2424
Si	9.6679	10.0472	38.2424
Si	0	2.2327	39.0317
Si	3.8672	2.2327	39.0317
Si	7.7343	2.2327	39.0317
Si	1.9336	5.5818	39.0317
Si	5.8008	5.5818	39.0317
Si	9.6679	5.5818	39.0317
Si	0	8.9308	39.0317
Si	3.8672	8.9308	39.0317
Si	7.7343	8.9308	39.0317
Si	1.9336	12.2799	39.0317
Si	5.8008	12.2799	39.0317
Si	9.6679	12.2799	39.0317
Si	0.1149	-0.2263	28.6178
Si	3.9824	-0.2004	28.8121
Si	7.7973	-0.0668	29.216
Si	2.1251	3.3156	28.2882
Si	5.8914	3.3492	28.9587
Si	9.6915	3.1706	28.7197
Si	-0.0657	6.5497	28.3651
Si	4.0242	6.7535	29.0307
Si	7.7011	6.4692	28.8894
Si	1.7751	10.0362	28.7577
Si	5.7565	10.0963	28.9408
Si	9.5274	10.0036	28.755
Si	0.1706	2.1122	29.1328
Si	3.9077	2.1371	29.3127
Si	7.8016	2.2076	29.737
Si	1.9636	5.5227	29.1686
Si	5.8199	5.5031	29.8915
Si	9.7548	5.4467	29.4554
Si	-0.1139	8.763	29.3089
Si	3.77	9.0083	29.5821
Si	7.6583	8.8002	29.4689
Si	1.9893	12.2068	29.6178
Si	5.8292	12.2373	29.8818
Si	9.7875	12.182	29.6314
Si	0.0665	2.1712	31.6771
Si	3.8789	2.1821	31.7812
Si	7.7749	2.2209	32.0577
Si	1.9407	5.5286	31.6926
Si	5.8131	5.5471	32.1763
Si	9.7136	5.5173	31.8609
Si	-0.0291	8.8394	31.7738
Si	3.8218	8.9487	31.9577
Si	7.7073	8.8621	31.8848
Si	1.962	12.2438	31.9693
Si	5.818	12.2635	32.1704
Si	9.7391	12.2238	31.9805
Si	1.948	1.103	32.6757
Si	5.7966	1.1391	32.7683
Si	9.7556	1.0936	32.6979
Si	0.0514	4.387	32.6197
Si	3.8237	4.4052	32.6821
Si	7.7985	4.4543	32.7896
Si	1.9039	7.7435	32.6535
Si	5.7663	7.8261	32.7722
Si	9.6602	7.7557	32.6828
Si	0.0428	11.0605	32.7075
Si	3.8609	11.1416	32.8176
Si	7.7833	11.1006	32.7504
Si	1.9329	1.1203	35.062
Si	5.7919	1.1257	35.1121
Si	9.6879	1.1188	35.0699
Si	0.0085	4.452	35.0325
Si	3.8506	4.455	35.0636
Si	7.7477	4.4676	35.1272
Si	1.9261	7.8009	35.0472
Si	5.7998	7.8233	35.1141
Si	9.6695	7.8092	35.0656
Si	0.0069	11.1446	35.0786
Si	3.8614	11.1591	35.1464
Si	7.7424	11.1517	35.102
Si	0.0049	0.0042	5.126
Si	3.8549	0.0067	5.1249
Si	7.7287	0.0137	5.1124
Si	1.9336	3.3576	5.1499
Si	5.7996	3.3501	5.1388
Si	9.6619	3.3474	5.1363
Si	0.0081	6.705	5.1476
Si	3.8632	6.6937	5.1531
Si	7.7292	6.7051	5.119
Si	1.9282	10.0583	5.1471
Si	5.7998	10.0482	5.1206
Si	9.663	10.0423	5.1162
Si	-0.0133	0.0342	7.487
Si	3.794	0.051	7.4843
Si	7.6803	0.0781	7.4614
Si	1.9164	3.3994	7.5312
Si	5.7892	3.3767	7.5112
Si	9.6363	3.3752	7.5049
Si	0.0238	6.7559	7.5236
Si	3.8489	6.6916	7.5375
Si	7.7097	6.7512	7.4764
Si	1.8986	10.1133	7.5241
Si	5.7679	10.0819	7.4778
Si	9.6164	10.0574	7.4706
Si	-0.0252	2.2693	8.297
Si	3.85	2.271	8.3346
Si	7.7053	2.2829	8.3857
Si	1.9132	5.6088	8.4397
Si	5.8211	5.6026	8.3246
Si	9.6598	5.6429	8.2074
Si	-0.043	9.0067	8.3433
Si	3.8316	8.9507	8.2612
Si	7.6824	8.9705	8.3379
Si	1.896	12.3423	8.407
Si	5.738	12.3437	8.1977
Si	9.6071	12.3148	8.1462
Si	-0.0269	2.3015	10.6661
Si	3.8764	2.303	10.7359
Si	7.707	2.3082	10.8185
Si	1.9002	5.6261	10.9023
Si	5.8836	5.6147	10.7157
Si	9.6596	5.6884	10.5324
Si	-0.0971	9.0999	10.7749
Si	3.7922	8.9564	10.6192
Si	7.6346	9.0049	10.7526
Si	1.8826	12.4133	10.856
Si	5.6812	12.3909	10.5347
Si	9.5517	12.3458	10.458
Si	1.9034	1.3013	11.5492
Si	5.7789	1.1289	11.5276
Si	9.6584	1.1079	11.3567
Si	-0.1468	4.5083	11.4676
Si	3.9626	4.5329	11.4781
Si	7.8748	4.5671	11.5285
Si	1.8294	7.9315	11.4445
Si	5.7031	7.8321	11.4476
Si	9.5888	7.8779	11.3971
Si	-0.1646	11.4071	11.4585
Si	3.8497	11.1869	11.367
Si	7.5916	11.3031	11.2718
O	11.2573	13.6133	15.1083
O	20.1086	2.7185	22.2391
O	6.9997	4.885	16.3071
O	9.9632	-4.37	22.4994
O	-1.8327	-5.7608	24.8401
O	8.5655	9.8283	14.0098
O	9.0485	-1.0571	14.7908
O	2.3196	3.9265	14.5799
O	1.7702	1.6356	13.2075
O	3.8685	1.6888	14.8006
O	7.3064	11.7078	12.8831
O	1.9076	8.0754	13.1383
O	3.7303	6.4463	14.6757
O	4.413	10.8801	25.1449
O	-5.9461	-7.6793	25.632
O	11.1715	6.2948	26.6971
O	7.6574	5.9733	27.2693
O	9.0468	10.203	27.1507
O	0.4505	10.7887	22.6969
O	0.2918	-0.7579	26.9981
O	2.0512	-2.9821	14.424
O	-0.6522	10.6689	25.4465
O	9.7976	-1.8084	21.6962
O	4.126	-0.6982	27.1854
Si	11.8318	0.9945	16.3943
Si	3.7051	-21.9766	14.5494
Si	9.8456	8.8651	14.1368
Si	-1.8992	4.5314	14.0764
Si	9.8853	2.2601	22.946
Si	6.8077	-6.8589	22.1597
Si	2.8263	-5.4844	19.9035
Si	10.277	13.0401	13.9662
Si	2.6026	1.1693	23.1075
Si	27.224	-8.0815	23.0708
Si	19.5122	-2.1196	14.3292
Si	2.176	4.9974	20.8134
Si	15.5575	-3.351	21.6893
Si	-6.4869	1.5733	21.626
Si	13.9664	2.2647	14.5904
Si	9.6249	16.5147	16.734
Si	16.7311	-1.6786	26.3347
Si	18.7647	-0.0907	20.0805
Si	11.3425	-4.9462	16.6874
Si	5.8533	-2.6308	19.2097
Si	2.5268	2.1657	20.3534
Si	-0.5598	6.6659	25.1067
Si	8.6385	16.1048	25.6432
Si	-18.7454	9.4579	24.393
Si	5.9036	3.6784	16.2849
Si	4.9289	-5.8252	14.5802
Si	1.1904	9.0449	14.2377
Si	-2.2775	-2.6587	25.6364
Si	-17.6544	11.9355	16.2292
Si	4.7885	-6.3841	26.0765
Si	7.3466	-9.8597	21.4719
Si	0.2378	17.8924	23.1784
Si	-0.8303	-3.1166	21.8377
Si	-4.5087	15.7817	18.5029
Si	21.6131	13.1375	21.2299
Si	21.513	6.0403	16.6831
Si	2.5806	3.4104	25.0118
Si	7.6491	-0.1572	25.9682
Si	5.4314	14.6647	14.7309
Si	12.3043	-2.0947	26.1205
Si	5.8639	21.1497	19.3223
Si	-4.7884	18.2632	26.3987
Si	2.3999	20.8218	24.5444
Si	13.3082	11.6491	23.2507
Si	6.9529	6.4481	16.7798
Si	-2.6284	8.4812	23.6963
Si	0.869	13.0983	19.1371
Si	3.6779	10.4654	14.4473
Si	-10.9137	10.0021	19.1081
O	-6.6637	-6.1889	27.6702
O	17.3436	13.5183	15.8718
O	-1.3593	0.7248	22.5143
O	3.6106	4.7613	21.5882
O	-5.5054	-19.4789	15.705
O	4.2109	10.9717	12.9993
O	-3.8565	-0.124	27.574
O	-9.5516	3.6625	19.8303
O	15.7568	1.943	20.3427
O	5.2931	8.3101	25.21
O	6.2185	12.6203	25.534
O	12.5606	5.173	21.8842
O	15.854	-5.6216	19.1525
O	6.3619	6.6189	18.2793
O	10.8248	2.0847	17.0497
O	7.7913	20.9339	23.0329
O	14.0966	1.8273	24.5914
O	12.6573	-5.0508	15.7152
O	10.0831	5.788	15.0692
O	9.4642	3.2746	15.1122
O	13.3128	11.5822	24.8734
O	-1.6507	17.9731	17.4154
O	6.3333	2.5611	15.1787
O	1.5592	15.1753	15.9135
O	5.7799	3.0389	17.7805
O	15.452	4.1476	24.2311
O	-6.1171	-7.3576	22.9835
O	-8.7078	8.9595	24.308
O	0.5094	-0.0841	17.5723
O	1.9417	0.8732	19.5358
O	14.689	8.7064	21.3136
O	21.4246	2.4573	24.5595
O	8.514	6.8498	16.9241
O	7.7625	17.4594	25.3302
O	9.5449	7.6397	13.0869
O	1.5205	-3.1462	27.0906
O	13.6536	2.1626	21.9282
O	2.9277	-6.8883	23.3197
O	19.0385	3.1985	19.8726
O	12.9405	11.5145	19.1977
O	12.8598	-9.2882	24.3799
O	5.6343	7.6105	13.1167
O	-3.0994	-3.5794	24.534
O	4.4827	4.3259	15.8934
O	20.2943	0.2452	20.4525
O	6.1271	17.1038	27.3304
O	6.4211	-4.1432	18.9409
O	13.2736	13.248	22.9355
O	-0.1798	9.6919	17.748
O	6.8036	14.1986	18.7629
O	1.8562	8.8742	19.031
O	17.5238	2.9466	22.044
O	-4.5763	11.7089	19.8298
O	7.5511	5.1429	21.7044
O	6.7841	11.1351	15.5102
O	16.2484	10.661	20.333
O	12.4079	7.466	24.6929
O	-0.5296	11.965	13.0262
O	17.4014	0.8673	13.2008
O	26.3681	6.8175	25.8628
O	-0.6088	17.7165	13.0905
O	-12.1078	6.9652	17.3538
O	11.232	-0.1404	20.1705
O	-1.5753	8.6596	15.7434
O	11.0747	3.2481	22.479
O	2.5496	3.4934	26.6349
O	-0.7891	5.4841	23.9869
O	9.3407	16.2813	27.0973
O	8.3364	4.7077	13.1705
O	7.703	1.3816	25.4593
O	4.2587	-4.383	14.8925
O	-0.3021	-3.6275	20.3816
O	8.3203	15.8854	17.4506
O	-6.5566	-3.7757	22.86
O	4.1108	11.5302	15.5874
O	11.3142	9.4243	13.6724
O	17.7738	-13.007	21.2761
O	-2.7561	12.2877	25.3886
O	-8.5869	-2.2397	22.4061
O	4.398	17.8315	13.1169
O	-5.2549	7.364	20.8261
O	5.7888	10.5957	27.3332
O	2.1914	6.4184	20.0135
O	4.2025	-12.4504	22.8262
O	-6.165	11.5117	17.8068
O	9.7233	0.8629	13.0227

Results
free energy: -215760.510 eV
free energy less fixed offsets of O -568.88, Si -635.61 eV per atom: -1.700 eV

Forces (eV/angstrom), in the order of the atoms: element, x, y, z
Si	0.0112	-0.0383	-0.012
Si	0.0052	0.0003	-0.0248
Si	-0.0006	-0.0007	0.0286
Si	0.0045	-0.0009	0.0261
Si	-0.0071	0.0211	0.0012
Si	-0.0002	0.0146	-0.0005
Si	-0.0102	-0.0259	0.0041
Si	0.0096	-0.0219	-0.0095
Si	0.0055	0.0038	0.0256
Si	0.0008	-0.0121	0.0165
Si	0.0122	0.026	0.0103
Si	-0.0006	0.0074	0.0038
Si	-0.0201	0.0587	0.0089
Si	-0.0555	0.0157	0.0037
Si	0.0254	-0.0002	-0.0035
Si	-0.0088	0.0058	-0.0127
Si	0.0036	-0.0188	0.0033
Si	-0.0081	0.0035	-0.0089
Si	0.0217	0.0301	0.0035
Si	-0.0471	-0.0168	0.0074
Si	0.0275	-0.0328	0.0112
Si	-0.0062	-0.0046	-0.0103
Si	-0.0217	-0.0009	-0.0132
Si	-0.0088	0.0119	-0.0061
Si	-0.0292	0.1186	-0.0761
Si	-0.0996	0.0792	-0.0692
Si	0.0227	0.0495	-0.0379
Si	-0.0121	0.0392	0.1631
Si	-0.0175	0.0261	0.0506
Si	-0.0365	-0.0021	0.0343
Si	0.0355	0.0586	0.1233
Si	-0.1112	-0.0123	-0.0007
Si	0.0433	-0.045	-0.0261
Si	-0.0169	0.0308	0.0098
Si	-0.0593	0.0368	0.0387
Si	-0.0277	0.0556	-0.0146
Si	0.0987	-0.0762	-0.1442
Si	-0.1184	0.0862	0.0985
Si	0.0995	0.015	-0.2279
Si	-0.09	-0.0318	0.0267
Si	-0.0943	0.0911	0.0196
Si	0.2286	-0.0371	0.0139
Si	0.0034	-0.1391	-0.2521
Si	-0.1079	-0.0735	-0.1798
Si	0.0845	0.0813	0.083
Si	-0.0969	-0.2205	0.1142
Si	0.0585	0.0094	0.2663
Si	0.0923	-0.131	0.0681
Si	0.0407	-0.0279	0.01
Si	-0.0404	0.0544	0.0043
Si	0.0321	0.0236	0.0268
Si	-0.0265	-0.0191	-0.0147
Si	-0.0444	0.0727	0.0077
Si	0.1018	-0.0107	-0.0067
Si	-0.0028	-0.0467	0.0097
Si	-0.0408	-0.0216	0.0165
Si	0.0099	0.0528	0.0081
Si	-0.0298	-0.0976	-0.0089
Si	0.0314	0.0251	-0.0006
Si	0.0313	-0.0472	0
Si	-0.0085	0.0378	0.0184
Si	-0.0085	-0.0026	0.0128
Si	0.0034	0.0044	-0.0471
Si	-0.0024	-0.0051	-0.0072
Si	0.0124	-0.0215	-0.0007
Si	-0.0052	-0.0155	-0.0092
Si	0.0083	0.035	0.0112
Si	-0.0061	0.0285	-0.0067
Si	-0.0086	-0.0022	0.0172
Si	0.0015	0.012	-0.0067
Si	-0.0216	-0.0307	-0.02
Si	0.0061	-0.0104	-0.0279
Si	0.1208	-0.273	-0.5014
Si	-0.0545	-0.2917	-0.6498
Si	-0.0463	-0.0808	-0.5377
Si	0.2791	0.1325	-0.47
Si	0.1149	0.1313	-0.446
Si	-0.1168	-0.1551	-0.5075
Si	-0.2004	-0.2259	-0.5777
Si	0.1789	0.1722	-0.1404
Si	0.3081	-0.1691	-0.5407
Si	-0.1263	0.0167	-0.5388
Si	0.1187	0.3253	-0.4858
Si	-0.3436	0.0842	-0.5337
Si	-0.2865	0.0854	0.1443
Si	0.1166	-0.1132	0.3392
Si	0.0223	-0.0652	0.376
Si	0.1471	0.1771	0.1431
Si	-0.2694	-0.1111	0.3406
Si	-0.2216	-0.0095	0.3643
Si	0.1033	0.2068	0.2956
Si	-0.1705	-0.1038	0.4115
Si	-0.0565	-0.1017	0.5222
Si	0.0545	0.0922	0.3012
Si	0.2188	-0.0533	0.3003
Si	-0.0511	0.0812	0.2999
Si	0.0557	0.0191	0.1044
Si	-0.0282	-0.0005	0.093
Si	0.0151	-0.0196	0.0516
Si	0.0194	0.0645	0.0934
Si	0.0537	-0.0135	0.0023
Si	0.1597	-0.0193	0.0413
Si	-0.1038	-0.068	0.0832
Si	-0.0545	0.0398	0.0192
Si	0.0132	-0.0305	-0.014
Si	-0.0791	-0.0156	0.0647
Si	-0.041	-0.0198	0.0319
Si	0.0311	-0.033	0.0609
Si	0.022	0.0157	-0.2101
Si	0.0198	-0.031	-0.0969
Si	-0.0621	-0.0132	-0.1868
Si	-0.0539	0.075	-0.2203
Si	0.0185	-0.0453	-0.1836
Si	-0.0164	-0.0437	0.0269
Si	-0.0191	-0.0028	-0.2839
Si	0.0261	0.0101	-0.1704
Si	0.0231	0.0408	-0.1611
Si	-0.0059	0.057	-0.0713
Si	0.0292	-0.0102	0.0115
Si	-0.0087	-0.03	-0.1287
Si	0.0006	0.0325	0.0248
Si	-0.0138	0.0506	0.0367
Si	0.0287	0.0016	0.0641
Si	0.0637	-0.0317	0.0342
Si	-0.0619	-0.0447	0.0459
Si	0.058	-0.0101	-0.0029
Si	-0.0205	-0.0134	0.0499
Si	-0.053	0.0265	0.0322
Si	-0.0043	-0.0237	-0.0037
Si	0.0017	-0.041	0.0043
Si	-0.0296	-0.0005	-0.0334
Si	0.0419	-0.0199	0.0142
Si	0.0328	-0.0085	-0.014
Si	-0.0323	0.019	-0.0174
Si	-0.0246	0.0375	-0.0128
Si	0.0239	0.0217	-0.0031
Si	0.0161	0.0006	-0.0025
Si	-0.0017	-0.0038	-0.0077
Si	0.0348	0.0266	-0.028
Si	-0.0061	-0.0409	-0.0068
Si	0.0074	0.0428	0.0061
Si	0.0021	0.0201	-0.0147
Si	0.0042	-0.0061	-0.0029
Si	-0.0152	-0.0248	-0.0065
Si	-0.0389	0.0035	0.1615
Si	0.0303	0.0237	0.1222
Si	0.0103	0.0006	0.098
Si	-0.0183	-0.0205	0.1595
Si	-0.0045	-0.014	0.1662
Si	-0.003	0.0211	0.0977
Si	-0.036	0.0218	0.17
Si	0.0122	0.0469	0.1621
Si	-0.0032	-0.011	0.1007
Si	-0.0255	-0.0455	0.194
Si	-0.0006	-0.0436	0.1461
Si	0.0423	-0.025	0.1458
Si	0.055	0.0002	-0.079
Si	0.0257	-0.0045	-0.0448
Si	0.0008	0.0196	-0.0706
Si	-0.0028	-0.0079	-0.0549
Si	0.0331	-0.0015	-0.0383
Si	0.0222	-0.0414	-0.1113
Si	0.0079	0.0377	0.096
Si	-0.005	-0.029	-0.0493
Si	-0.0175	0.047	-0.0426
Si	0.0295	0.0198	-0.0782
Si	-0.0485	0.0286	-0.0233
Si	0.0319	0.0197	-0.0709
Si	-0.0915	-0.0844	-0.3932
Si	-0.0703	-0.0701	-0.2416
Si	0.1075	-0.0281	-0.3031
Si	-0.0549	-0.0456	-0.2277
Si	-0.0543	0.1121	-0.4381
Si	0.0861	0.0279	-0.334
Si	-0.0273	0.063	-0.435
Si	-0.0315	-0.0072	-0.3396
Si	-0.0065	0.0306	-0.3279
Si	0.0341	-0.0945	-0.219
Si	0.0873	-0.0548	-0.4599
Si	0.0763	-0.0491	-0.2472
Si	-0.0055	0.2648	0.5914
Si	-0.01	-0.0611	0.6905
Si	-0.0937	-0.0096	0.4803
Si	-0.0975	-0.1176	0.5942
Si	0.1539	-0.0946	0.4763
Si	0.1807	0.0474	0.6826
Si	0.1629	0.0352	0.679
Si	-0.0371	-0.1702	0.6173
Si	-0.0952	-0.2998	0.5203
Si	-0.2142	0.4135	0.4626
Si	0.0607	-0.1763	0.5808
Si	-0.1498	0.2134	0.4574
O	-0.12	-0.1434	-0.238
O	0.0491	-0.006	0.1507
O	-0.0519	-0.0681	-0.0917
O	0.0195	-0.017	0.081
O	0.0534	-0.094	0.2151
O	0.0482	0.0069	-0.1075
O	0.0298	0.0175	-0.0503
O	-0.0391	0.045	-0.2284
O	-0.0349	-0.1778	-0.5206
O	-0.0354	0.0051	-0.1489
O	0.0169	-0.0491	-0.1139
O	-0.0446	-0.1034	-0.3534
O	-0.1235	-0.0545	-0.165
O	0.0062	0.1947	0.2597
O	0.0757	-0.1309	0.0022
O	0.1616	0.0669	0.799
O	0.0363	0.0733	0.1377
O	0.0803	-0.0845	0.3156
O	0.0336	0.0338	0.1416
O	-0.1322	0.334	0.4624
O	-0.1912	0.0255	-0.2307
O	-0.0044	-0.0253	0.1043
O	-0.026	-0.0216	0.0513
O	-0.1308	0.2497	0.3516
Si	-0.197	0.1395	0.3633
Si	0.0214	-0.126	0.4141
Si	-0.0415	-0.334	0.4806
Si	-0.063	-0.0067	0.2942
Si	-0.0159	-0.0592	-0.2604
Si	0.0608	0.0149	-0.2031
Si	0.1235	0.0586	0.0064
Si	0.1981	0.2174	0.0507
Si	0.0344	-0.1464	-0.2704
Si	0.0673	0.1482	-0.1676
Si	-0.315	-0.0282	0.3
Si	0.0104	-0.0136	-0.0494
Si	0.1228	0.0132	-0.0269
Si	0.0545	-0.029	-0.069
Si	0.0458	-0.0702	0.4
Si	0.0688	0.1133	0.3156
Si	-0.0514	-0.2257	-0.0916
Si	-0.0512	0.1433	-0.0509
Si	0.0486	-0.2721	0.4725
Si	-0.0451	-0.0325	-0.0228
Si	0.0213	-0.0647	-0.0629
Si	0.0093	0.2618	-0.5018
Si	0.1489	-0.1641	-0.2055
Si	-0.0137	-0.005	-0.2828
Si	0.179	0.0409	0.149
Si	0.1435	0.0553	0.3166
Si	0.3409	-0.202	0.363
Si	-0.0331	-0.0894	-0.3322
Si	-0.1147	0.0285	0.1783
Si	-0.0877	0.2202	-0.2093
Si	0.0334	-0.0247	-0.2438
Si	-0.0185	-0.1206	-0.2916
Si	0.0624	0.0425	-0.1388
Si	0.0807	0.0574	0.035
Si	0.0767	0.0154	-0.054
Si	-0.0437	-0.1011	0.352
Si	-0.0749	-0.0627	-0.729
Si	0.0334	0.0638	0.1278
Si	0.0656	0.1049	0.4032
Si	0.2836	-0.0855	-0.1546
Si	0.038	-0.0883	0.0062
Si	-0.0017	0.0472	0.0214
Si	0.1018	0.1854	-0.2855
Si	0.0276	-0.0749	-0.3318
Si	0.2335	-0.1517	0.0907
Si	-0.0417	-0.0504	-0.3185
Si	-0.0533	0.0084	-0.0278
Si	0.1005	0.188	0.2955
Si	-0.078	0.0708	0.0304
O	-0.0771	-0.0824	-0.0733
O	0.0046	0.1048	-0.2595
O	-0.0509	0.0501	0.1231
O	0.0271	-0.0046	0.1059
O	-0.1962	0.113	-0.2763
O	-0.0429	0.1324	-0.3063
O	-0.0341	-0.0066	-0.2187
O	0.0403	-0.0306	0.0636
O	-0.0256	0.035	0.0355
O	0.0756	-0.0965	0.184
O	-0.0326	-0.0227	0.0763
O	-0.0703	-0.002	0.1047
O	-0.0381	-0.0241	-0.0448
O	-0.0807	0.049	0.0453
O	0.071	-0.0519	-0.1068
O	-0.0261	-0.0233	0.1124
O	0.0134	0.0605	0.1626
O	0.035	0.1368	-0.2883
O	-0.0392	0.0401	-0.2182
O	0.0569	-0.0249	-0.2912
O	-0.1037	0.0914	0.2783
O	-0.0031	0.0487	-0.1176
O	-0.0504	-0.0382	-0.1587
O	0.1706	0.0807	-0.2668
O	-0.0079	-0.024	-0.0568
O	-0.0337	-0.075	0.1991
O	-0.0629	-0.0592	0.0818
O	-0.0036	-0.0588	0.0611
O	0.0122	-0.0327	-0.128
O	0.0105	0.0459	-0.003
O	-0.0413	-0.0621	0.0108
O	-0.0133	0.0827	0.147
O	-0.0388	-0.014	-0.0865
O	-0.0676	0.158	0.0584
O	0.033	0.252	-0.2772
O	0.0919	-0.1046	0.3597
O	-0.042	0.0367	0.0913
O	-0.0321	-0.0367	0.0874
O	-0.0231	0.0499	0.0646
O	0.0182	-0.051	-0.0071
O	0.0428	0.0181	0.2262
O	0.0628	0.1251	-0.4094
O	0.0301	0.1626	0.2337
O	-0.1951	0.0776	-0.1864
O	-0.0013	-0.0265	0.0007
O	-0.0987	-0.1163	0.1722
O	0.0032	0.0733	-0.0034
O	0.0145	0.0219	0.1262
O	0.0133	-0.0333	-0.1919
O	-0.0095	-0.0583	0.0362
O	-0.0028	-0.0105	-0.0513
O	-0.0324	-0.0153	0.0979
O	0.0535	-0.0105	0.0488
O	-0.0192	-0.0203	0.0812
O	0.3236	-0.0795	-0.3437
O	-0.0065	0.0029	-0.0045
O	-0.0886	-0.0609	0.1133
O	0.209	-0.2778	-0.3338
O	0.0357	0.0157	-0.5595
O	0.0782	-0.1049	0.2114
O	0.2681	0.0364	-0.4306
O	0.0167	0.1416	-0.222
O	0.0201	0.02	-0.0009
O	-0.1579	0.122	-0.4517
O	0.0419	0.0767	0.093
O	-0.2031	-0.0846	0.8365
O	-0.0099	-0.0003	0.1826
O	0.1104	0.1227	0.3346
O	-0.2575	-0.0538	-0.4642
O	-0.0376	0.061	0.0995
O	0.0183	0.0096	-0.1046
O	-0.0261	-0.0259	-0.0247
O	-0.0096	-0.0231	-0.0844
O	-0.0769	-0.0256	0.1128
O	-0.127	-0.1107	-0.1921
O	-0.1209	0.2146	-0.1795
O	-0.0331	-0.0379	0.0728
O	-0.0095	-0.0401	0.1329
O	-0.0866	0.0521	0.0883
O	-0.0258	0.0304	-0.3695
O	-0.0037	-0.003	0.0628
O	0.0645	-0.1692	0.104
O	-0.0209	-0.0191	-0.0226
O	-0.0208	0.0677	0.0781
O	-0.0199	-0.0325	-0.0506
O	-0.0326	0.0582	-0.202

The program warned: the cutoff lies below the one the program advises for these potential files; the exchange-correlation potential is rough where the density is thin.
